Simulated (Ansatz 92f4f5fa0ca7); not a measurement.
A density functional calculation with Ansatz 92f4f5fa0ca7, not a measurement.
Periodic cell of 170 atoms, Si94O76, from a study of silicon, its oxide and their interface. The atomic structure is a simulated model.

Settings
functional: r2SCAN
potential files: Ansatz norm-conserving
basis: plane waves
wave-function cutoff: 1300 eV
density cutoff ratio: 4
exchange-correlation grid ratio: 1
k mesh: 2 x 2 x 1, shifted by 0.5 0.5 0.5 of a step
self-consistency stop: 5e-10 eV per atom in the density residual
occupations: Fermi-Dirac, 0.05 eV
spin: none
net charge: 0

Cell vectors (angstrom)
a  10.9258  -0.0675  -0.0231
b  -0.0675  10.8509  -0.0327
c  -0.0495  -0.0701  23.7189

Atoms and the computed forces on them: element, x, y, z (angstrom), force x, y, z (eV/angstrom)
Si  8.8322  2.5434  16.4558  0.0274  0.4111  -0.1451
Si  1.5978  10.1908  9.583  -0.7937  0.4382  0.5726
Si  8.3042  10.0597  12.8861  -0.1832  -0.3333  0.1657
Si  6.6853  10.3369  11.1895  0.3844  0.0798  0.4038
Si  9.1389  6.6059  14.0525  0.002  -0.329  0.2809
Si  9.1109  7.4369  22.5558  0.0877  0.1252  -0.0234
Si  0.0786  5.4764  0.156  0.2126  -0.0442  -0.6219
Si  0.003  4.2138  14.1847  -0.1672  -0.0448  0.6558
Si  1.3404  1.2417  1.6095  0.2047  -0.2501  -0.3217
Si  4.2643  4.2764  1.4989  -0.8228  -0.5522  -0.6532
Si  1.3729  6.8106  1.5647  0.071  0.1089  0.0046
Si  4.1527  9.5473  1.406  0.745  0.4435  -0.3333
Si  6.4798  0.9232  1.3731  -0.419  -0.2908  -0.2902
Si  9.3871  4.0298  1.3113  0.3116  -0.004  0.0588
Si  5.8942  6.0251  1.4757  0.4563  0.8804  -0.6567
Si  9.5135  9.234  1.3508  0.166  -0.3853  -0.6689
Si  2.6896  10.7345  2.8013  -0.4469  -0.0082  0.5956
Si  10.7116  2.5308  2.6528  -0.1336  0.2597  0.183
Si  2.6499  5.3383  2.8435  -0.1163  0.027  0.0868
Si  10.7558  7.9388  2.8689  0.0438  -0.0195  0.1104
Si  8.052  10.5884  2.6301  0.0304  0.1327  0.2063
Si  5.3195  2.5084  2.7094  0.0375  -0.1896  -0.076
Si  7.9248  5.2646  2.6571  0.0408  0.2244  0.0874
Si  5.2654  7.9383  2.7407  -0.0092  -0.2319  0.0229
Si  4.0779  1.2014  4.226  0.1789  -0.0565  0.1901
Si  1.168  3.9563  4.0411  0.0311  -0.1678  0.0071
Si  3.9643  6.6875  4.2408  0.0143  -0.0036  0.1841
Si  1.197  9.4346  4.1729  0.3158  0.1179  -0.2257
Si  9.4505  1.14  4.1099  -0.0922  -0.1247  -0.0545
Si  6.7666  3.7798  4.046  -0.0852  0.0803  0.2273
Si  9.2947  6.5829  4.1456  0.0233  -0.013  -0.0688
Si  6.7313  9.2256  4.074  0.1119  -0.1112  -0.0809
Si  10.7596  10.6953  5.5622  0.1029  0.0134  -0.0562
Si  2.6008  2.6305  5.3799  0.0476  -0.0602  -0.2844
Si  10.7294  5.2061  5.4289  -0.1356  0.0189  0.0302
Si  2.5975  8.1456  5.5185  -0.1919  0.0306  -0.1584
Si  5.4625  10.6064  5.4981  -0.1825  0.0505  -0.0286
Si  8.0809  2.4531  5.5175  0.145  0.2771  0.1461
Si  5.4334  5.1789  5.4051  -0.0379  -0.1099  -0.2662
Si  8.002  7.9344  5.6054  -0.009  0.029  0.0078
Si  1.4145  1.2999  6.8601  -0.2348  -0.0252  0.0493
Si  3.9804  3.9068  6.7285  -0.1044  -0.0245  -0.1188
Si  1.2093  6.7121  6.6966  -0.0199  -0.1789  -0.4747
Si  4.0392  9.3539  6.9516  0.0166  -0.1198  -0.0588
Si  6.793  1.1233  6.9925  -0.042  -0.0684  -0.1223
Si  9.4391  3.853  6.9063  -0.0926  0.0293  -0.1738
Si  6.6576  6.4532  6.9078  0.3412  -0.1799  0.1072
Si  9.3436  9.3614  6.9964  0.0168  0.0893  -0.3744
Si  3.2316  0.3791  8.172  0.3152  0.3681  -0.3315
Si  0.1655  2.7803  8.1945  0.0533  0.1098  -0.1696
Si  2.9259  5.6527  7.8841  -0.1093  0.0408  0.4127
Si  10.7856  7.9017  8.0956  0.3936  0.1346  -0.1069
Si  8.2919  0.0112  8.538  -0.3366  0.0501  0.2843
Si  5.0513  2.2944  8.0866  -0.1743  -0.2763  -0.1545
Si  7.9595  5.0369  8.4229  -0.1819  -0.043  -0.3288
Si  4.783  7.3256  8.0494  0.2424  -0.0662  0.4802
Si  10.1929  0.6674  16.6731  -0.0997  -0.026  0.9958
Si  2.3453  8.5647  0.2137  -0.2433  -0.3046  -0.6003
Si  2.6055  7.9967  20.7551  0.3635  -0.3104  -0.1766
Si  8.378  8.9534  15.6795  0.0894  -0.253  0.1734
Si  10.1086  7.6223  12.2095  -0.4638  -0.0427  -0.0278
Si  6.5726  0.5007  20.1712  -0.4537  0.0658  -0.0471
Si  6.4119  2.6241  11.6703  -0.2762  0.1411  -0.4533
Si  7.8748  3.0601  23.4526  0.4607  -0.1065  -0.4255
Si  0.6076  10.1451  0.5509  -0.4581  -0.037  -0.1213
Si  5.166  6.3965  19.7242  -0.0597  0.0989  -0.2692
Si  2.5341  2.4776  19.8371  0.0404  -0.0473  -0.3655
Si  9.2085  2.1065  12.6099  0.036  0.1879  0.0594
Si  1.7653  8.024  16.1188  -0.023  0.2516  0.2449
Si  2.3658  7.2082  12.2195  0.1347  0.0849  0.2681
Si  1.6795  0.027  14.9907  0.217  0.0283  -0.4085
Si  4.1021  0.5822  14.9652  -0.1346  0.0354  0.4958
Si  10.8165  0.9992  20.2416  0.0964  -0.0752  -0.2163
Si  6.579  5.6979  22.3718  -0.2139  -0.0291  -0.4298
Si  10.0943  1.2234  9.6632  0.2391  0.2187  0.2764
Si  6.3539  3.5632  9.5261  0.3412  0.4862  0.3835
Si  8.4205  2.8165  20.588  -0.1365  -0.1212  -0.2091
Si  8.9757  5.0167  18.515  -0.1511  -0.0426  -0.1133
Si  5.9717  6.2219  13.5929  0.0864  -0.0138  0.3359
Si  3.7323  -0.0122  20.9588  0.2409  0.1522  -0.1748
Si  4.1125  8.3905  14.6576  0.1621  -0.0253  0.3988
Si  9.0497  9.4252  20.1543  -0.018  0.0654  -0.1267
Si  2.2651  4.8584  12.1424  0.2799  -0.2372  -0.0379
Si  5.9079  1.5485  17.3253  0.1248  0.0395  0.3402
Si  4.1411  4.0987  17.7718  -0.0091  0.2446  0.223
Si  4.9478  7.7823  11.0572  0.3184  -0.5013  -0.3738
Si  9.7507  6.3226  9.4654  -0.4406  -0.4039  0.553
Si  2.2517  3.3783  22.7709  -0.3277  -0.1848  -0.3247
Si  1.355  4.5482  9.3004  0.1964  0.0138  0.4495
Si  4.8319  3.3547  13.2853  0.1353  -0.2834  -0.0917
Si  0.7734  6.7054  18.583  -0.0554  -0.0423  0.1813
Si  7.4918  7.6178  18.1771  -0.1946  -0.0978  0.3051
Si  1.8825  5.1178  16.2859  0.1147  -0.2141  0.3809
Si  1.609  1.1431  22.8691  -0.0102  0.0311  0.5525
O  7.7672  10.3868  20.4116  0.2201  -0.1283  -0.0653
O  3.8947  7.138  20.3298  -0.2857  0.1293  0.1239
O  1.6381  6.5187  15.4678  -0.009  0.0636  0.0789
O  0.8042  7.6774  12.0729  0.3245  0.2424  -0.1289
O  8.685  8.3905  18.9681  -0.0902  -0.0062  0.0363
O  9.5791  9.1584  12.402  0.0689  0.0747  -0.0321
O  3.428  4.57  16.3678  -0.2435  0.0485  -0.0443
O  7.9046  6.5306  21.9888  0.0588  -0.033  0.1787
O  1.5464  5.4705  17.85  -0.0494  0.1878  -0.3061
O  10.2636  2.7788  13.6331  0.0686  0.1016  -0.4693
O  10.2529  5.9618  18.8741  0.0783  -0.0451  -0.1404
O  9.7493  1.9615  11.0872  -0.0888  -0.2649  0.1145
O  5.3318  10.6204  0.7742  -0.3143  -0.15  0.5595
O  9.3304  7.0361  10.8871  0.3837  0.1231  0.0606
O  10.3513  10.3292  19.7519  -0.0588  0.1813  0.2049
O  2.1594  4.1516  10.6751  -0.2138  0.0319  0.1947
O  0.0704  5.391  9.9173  0.015  0.1831  -0.4841
O  1.3574  7.2919  19.9796  -0.0148  0.0235  -0.0953
O  6.1243  0.5666  18.6063  0.1269  0.1956  0.0595
O  9.2862  10.1682  16.2721  0.0918  -0.2792  -0.5047
O  5.3406  7.3304  14.6255  -0.1541  -0.0027  -0.3329
O  6.1597  1.0009  11.3976  0.1711  -0.2283  0.1851
O  2.9349  9.5269  20.2968  -0.0368  0.1211  0.2443
O  2.965  3.3605  18.5844  0.1346  -0.0328  0.0027
O  10.3604  6.4164  22.7437  -0.1986  -0.0195  0.3333
O  0.3105  1.0479  21.839  0.0869  0.0285  -0.2788
O  6.1451  7.546  19.0905  0.1934  -0.1633  -0.0521
O  0.7211  0.9076  15.9746  -0.2293  -0.2164  -0.338
O  2.4065  7.9482  22.3575  -0.0896  0.2404  0.4095
O  7.6804  9.4421  14.2917  0.2196  0.165  -0.2312
O  2.9754  0.3209  22.3716  -0.0162  0.0138  -0.2029
O  6.7979  4.2014  22.9854  0.0666  -0.0219  -0.0608
O  6.9768  2.047  20.5301  0.22  -0.0282  0.0149
O  3.3914  3.9358  12.8508  -0.3338  0.1662  0.1602
O  4.471  1.9623  14.1478  0.1045  -0.0511  0.0133
O  3.0204  7.9317  13.5434  -0.0672  -0.1391  -0.3523
O  8.4005  4.2728  19.8548  0.0583  -0.1906  0.0541
O  1.199  9.3085  15.286  0.1305  -0.171  0.042
O  7.2846  8.4525  16.7936  0.2903  0.1004  -0.2229
O  9.7541  5.1875  14.5436  0.1035  0.0617  -0.1688
O  7.1616  1.7221  0.0859  -0.0204  0.1387  0.1186
O  5.8558  6.5023  23.582  -0.0079  -0.4027  0.561
O  5.5247  9.2349  11.4732  -0.3254  -0.087  -0.1381
O  0.9359  7.9698  17.5325  0.2252  -0.2969  -0.2427
O  5.463  7.4447  9.5649  -0.4249  0.1561  0.0724
O  3.5767  1.249  19.9591  -0.1689  0.0552  0.1817
O  4.8569  0.7481  16.3973  0.1753  0.0575  -0.2029
O  5.5644  4.6805  13.9774  -0.1248  0.0634  -0.1152
O  9.4468  8.6012  21.4818  -0.0459  -0.2119  0.0992
O  4.7401  5.3911  18.5337  -0.0835  -0.141  0.0403
O  1.1155  1.7644  19.4669  0.0552  0.0359  0.2918
O  3.5729  3.8545  -0.0071  0.4928  0.3519  0.6
O  9.2966  7.6415  15.3195  -0.2897  0.2523  -0.0268
O  3.3168  7.7521  10.9963  -0.0704  0.3305  0.134
O  9.5326  1.9017  19.8687  -0.0683  0.1254  0.2417
O  7.3131  10.1029  9.6962  -0.0001  0.2237  -0.1358
O  5.3488  3.0469  17.6051  -0.0297  -0.2014  -0.1293
O  1.0134  8.7958  9.033  -0.0206  -0.0714  -0.0743
O  7.8148  2.9421  12.478  0.3418  -0.3794  0.2524
O  3.3912  8.2995  16.1456  -0.2124  -0.028  -0.4301
O  0.9271  4.0253  15.539  0.0448  0.1815  -0.4255
O  4.5095  9.9578  14.3616  0.0636  -0.03  -0.0662
O  8.9513  0.6707  13.3  0.014  0.025  -0.0864
O  7.5746  6.3532  13.682  -0.0221  0.0912  0.0435
O  8.8534  2.8941  22.1419  -0.4188  0.0766  0.2603
O  0.3846  0.2318  10.1132  0.3607  -0.2678  -0.365
O  7.8898  6.0602  17.8993  0.1623  0.0902  0.112
O  5.786  5.5594  20.9639  0.1764  0.0762  0.3568
O  9.2336  3.8245  17.429  -0.3538  -0.1125  0.1024
O  0.9928  4.3868  23.0141  0.0766  0.0831  0.2526
O  2.574  3.4339  21.1497  0.0541  0.1541  -0.051
O  7.3699  1.8263  16.6571  -0.2986  0.1206  0.3434
O  5.2895  10.7188  21.0439  -0.0754  0.1386  -0.1247
O  5.4532  6.6139  12.0923  -0.072  0.2873  -0.0162
O  8.7478  8.2333  0.2372  0.0993  0.0257  0.2885
O  0.8714  4.7878  12.9679  0.0994  -0.2264  -0.0328

Results
free energy: -46326.284 eV
free energy less fixed offsets of O -463.61, Si -117.95 eV per atom: -4.624 eV
pressure: -2.23 GPa
stress xx, yy, zz, yz, xz, xy (GPa, positive in tension): 2.36, 2.94, 1.38, -0.11, 0.65, 1.31

The program warned: the forces do not sum to zero within the program's tolerance.
